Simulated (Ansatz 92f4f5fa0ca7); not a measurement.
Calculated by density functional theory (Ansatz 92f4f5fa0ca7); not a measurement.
Periodic cell of 272 atoms, Si165O105P2, from a study of silicon, its oxide and their interface. The atomic structure is a simulated model.
Doubt: the cutoff is far below the 930 eV that the study's wrapper takes by default for these files, so forces and energies are approximate.
This geometry differs little from another in the collection (a relaxation step or a small displacement).

Settings: functional PBE; potential files Ansatz PAW; basis plane waves; wave-function cutoff 580 eV; density cutoff ratio 5; exchange-correlation grid ratio 1; k mesh 1 x 1 x 1, Gamma-centred; self-consistency stop 5e-08 eV per atom in the density residual; occupations fixed; spin none; net charge 0.

Cell vectors (angstrom)
a	11.6015	0	0
b	0	13.3963	0
c	0	0	29.8085

Atoms and the computed forces on them: element, x, y, z (angstrom), force x, y, z (eV/angstrom)
Si	11.5333	0.1864	22.9366	0.0067	-0.0025	-0.002
Si	3.9021	0.1572	23.0477	0.0009	-0.0009	0.0005
Si	7.6507	0.1215	23.1526	0.0004	-0.0015	0.0007
Si	2.064	3.4574	22.8943	0.0061	-0.0006	-0.0018
Si	5.8989	3.682	23.0124	0.0017	0.0007	0
Si	9.7477	3.5351	23.0361	0.0008	-0.0027	0.0009
Si	11.6539	6.8576	23.0828	0.0046	-0.0015	-0.0002
Si	3.9452	7.0354	23.1856	0.0001	-0.0016	-0.0001
Si	7.7712	6.899	23.2913	0.0032	0.0034	0.0072
Si	2.0273	10.2411	23.2673	-0.0005	0.0029	0.0002
Si	5.8477	10.0964	23.2983	0.0049	0.0021	0.0007
Si	9.8349	10.0868	23.2445	0.0012	-0.0015	-0.0008
Si	11.6886	2.3935	23.7657	-0.003	-0.0007	0.0004
Si	3.9912	2.4066	23.7663	-0.0038	-0.0004	-0.0002
Si	7.7816	2.4106	23.7859	0.0018	0.0016	-0.0004
Si	2.0231	5.7066	23.7091	-0.0023	0.0025	-0.0007
Si	5.8151	5.802	23.9987	0.0005	0.0022	0.0001
Si	9.7266	5.7279	23.9009	-0.0035	0.001	0.0004
Si	11.7457	9.0253	24.0339	0.0003	0.0001	0.0012
Si	3.8987	9.1333	24.1826	-0.0021	-0.001	-0.0015
Si	7.8392	9.0982	24.0471	-0.004	-0.0014	0.0041
Si	1.9005	12.5105	23.8188	-0.0003	0.0019	0.0012
Si	5.7633	12.3714	23.9341	-0.0034	-0.001	-0.0007
Si	9.6652	12.3966	23.7972	-0.0021	0.0005	-0.0006
Si	11.6365	2.2997	26.1782	0.0013	0	0.001
Si	3.9082	2.3082	26.1775	0.0017	-0.0014	0.0003
Si	7.753	2.3103	26.1913	-0.0008	-0.0015	-0.0002
Si	1.9695	5.6204	26.1481	0.0022	0.0008	-0.0003
Si	5.8044	5.6544	26.3298	-0.0001	-0.0003	0
Si	9.6992	5.6345	26.2645	0.0001	0.001	0.0001
Si	11.6608	8.975	26.3567	0.0001	-0.0002	-0.0011
Si	3.8807	9.0094	26.4665	0.0006	0.0004	0.0025
Si	7.785	9.0082	26.3673	0.0005	0.001	-0.0006
Si	1.9164	12.3853	26.215	-0.0006	-0.0003	0.0002
Si	5.7902	12.3288	26.2903	-0.0003	-0.0006	-0.0005
Si	9.6762	12.3454	26.1974	0.0028	-0.001	0.0003
Si	1.9621	1.1976	27.0209	0.0006	-0.0002	0.001
Si	5.8209	1.182	27.0232	0.0017	0.001	0.0026
Si	9.6888	1.1794	27.0039	-0.003	0.0015	-0.0001
Si	11.64	4.5132	27.0179	-0.0016	-0.0002	0
Si	3.8704	4.508	27.0409	-0.0011	0.0014	0.0002
Si	7.7516	4.5172	27.0473	0.0009	-0.0005	-0.0013
Si	1.9608	7.8104	27.0802	-0.0017	-0.0007	0.0013
Si	5.8402	7.8779	27.0951	-0.0011	0.0007	0
Si	9.7091	7.8517	27.0759	0.0011	-0.0007	0.0012
Si	11.6064	11.2368	27.0416	0.0004	0.0005	0.0002
Si	3.839	11.2638	27.0792	0.001	0.0014	0.0002
Si	7.7536	11.2444	27.0643	-0.0021	0.0009	0.0012
Si	1.9336	1.1164	29.4135	0.0671	0.1884	-0.1508
Si	5.8008	1.1164	29.4135	0.0539	0.1319	-0.1235
Si	9.6679	1.1164	29.4135	0.0664	0.1075	-0.2235
Si	0	4.4654	29.4135	0.1356	0.0454	-0.1421
Si	3.8672	4.4654	29.4135	-0.076	0.033	-0.1038
Si	7.7343	4.4654	29.4135	0.0757	0.0188	0.0264
Si	1.9336	7.8145	29.4135	0.0015	-0.1852	0.3015
Si	5.8008	7.8145	29.4135	0.0906	0.0334	0.4463
Si	9.6679	7.8145	29.4135	0.0746	-0.0087	0.1972
Si	0	11.1635	29.4135	0.0023	0.1683	-0.0434
Si	3.8672	11.1635	29.4135	-0.1005	0.2952	0.292
Si	7.7343	11.1635	29.4135	0.0398	0.2179	0.0586
Si	0	0	0.3944	-0.0773	-0.1308	-0.137
Si	3.8672	0	0.3944	-0.0304	-0.1994	0.1843
Si	7.7343	0	0.3944	-0.1617	-0.2434	-0.092
Si	1.9336	3.3491	0.3944	0.0466	-0.1239	-0.193
Si	5.8008	3.3491	0.3944	-0.1205	-0.0625	0.1053
Si	9.6679	3.3491	0.3944	-0.1313	-0.0206	-0.1994
Si	0	6.6981	0.3944	-0.0608	0.0072	-0.0093
Si	3.8672	6.6981	0.3944	0.004	-0.1439	-0.1307
Si	7.7343	6.6981	0.3944	0.0007	0.0097	0.1488
Si	1.9336	10.0472	0.3944	-0.0753	-0.009	-0.0609
Si	5.8008	10.0472	0.3944	0.1488	0.0028	-0.0724
Si	9.6679	10.0472	0.3944	-0.0044	-0.1448	-0.0582
Si	11.5483	-0.0517	2.7485	0.0031	0.0014	-0.0039
Si	3.8325	-0.0759	2.7844	-0.0098	0.005	-0.004
Si	7.6679	-0.0913	2.75	0.0086	0.0047	-0.0032
Si	1.9198	3.2781	2.7317	-0.0028	-0.0011	-0.0084
Si	5.7531	3.2867	2.7838	0.0036	0.002	-0.0058
Si	9.6135	3.3063	2.7421	0.0061	-0.0032	0.0014
Si	11.5884	6.6448	2.7524	0.0045	0.0031	0.0013
Si	3.869	6.6207	2.7411	0.0015	-0.0016	-0.0005
Si	7.7348	6.6571	2.7794	0.0011	-0.0013	0.0022
Si	1.9145	9.9953	2.7625	-0.0023	-0.002	-0.0007
Si	5.8231	10.0145	2.759	0.0035	0.0068	-0.0042
Si	9.6708	9.9734	2.7585	0.001	0.0004	0.0012
Si	11.5573	2.2022	3.4428	0.0013	0.0071	-0.0052
Si	3.8107	2.1331	3.5913	-0.0042	-0.0026	0.0196
Si	7.6897	2.1246	3.5038	-0.0026	0.0016	0.0083
Si	1.9143	5.4996	3.4854	-0.003	-0.0061	-0.0033
Si	5.8035	5.5313	3.575	0.003	-0.001	-0.0054
Si	9.6678	5.5211	3.5606	-0.0057	-0.0007	-0.0048
Si	11.598	8.8622	3.588	-0.0021	-0.0049	-0.0009
Si	3.8894	8.8665	3.4324	0.0011	0.006	-0.0034
Si	7.7423	8.8855	3.5999	-0.0011	0.0015	-0.0058
Si	1.8601	12.2252	3.5636	0.0034	0.0064	-0.0006
Si	5.7513	12.1996	3.6593	-0.007	-0.0122	0.015
Si	9.6115	12.1988	3.5101	-0.0047	0.0014	-0.0028
Si	11.4981	2.179	5.7629	-0.0021	-0.0014	-0.0001
Si	3.8045	2.0046	5.9795	0.0092	0.0073	-0.0171
Si	7.5777	1.9745	5.8474	-0.0018	-0.0044	-0.0079
Si	1.916	5.4007	5.8238	-0.001	0.0012	-0.0004
Si	5.7979	5.4999	5.9553	0.0059	-0.001	-0.0089
Si	9.6464	5.413	5.9315	-0.0049	-0.0052	0.0066
Si	11.6031	8.7596	5.9804	-0.0034	0.0035	-0.0004
Si	3.917	8.8317	5.7502	0.0076	-0.0007	0.0059
Si	7.7654	8.8741	6.0016	-0.0044	-0.0066	-0.001
Si	1.753	12.1489	5.9466	0.0106	0.0004	-0.0082
Si	5.7023	12.2256	6.0972	0.0135	0.0162	-0.0063
Si	9.5708	12.1248	5.864	0.0023	0.009	-0.003
Si	1.6706	0.9788	6.7254	-0.0064	-0.0055	0.0083
P	5.713	1.009	6.8551	-0.0044	-0.0124	0.0094
Si	9.6284	0.9548	6.5839	-0.0015	-0.0056	0.0005
Si	11.6074	4.3251	6.7461	0.004	0.0021	0.0027
Si	3.8618	4.2846	6.586	0.0065	-0.0017	0.0011
Si	7.7003	4.2034	6.5533	-0.0106	0.0114	0.0147
Si	2.0404	7.6408	6.5195	-0.0051	-0.0007	0.0044
Si	5.8211	7.7727	6.7307	-0.0085	-0.005	0.0051
Si	9.6695	7.6254	6.7621	0.0108	0.0177	0.0154
Si	11.4091	10.975	6.791	0.0051	-0.016	0.0145
Si	3.6788	10.9986	6.6384	-0.0436	-0.0081	0.0225
Si	7.6977	11.1008	6.8904	0.0106	0.0047	0.0016
O	9.8126	7.5175	8.4263	-0.0267	-0.0152	0.0366
O	9.9291	0.8325	8.2265	-0.0036	-0.0044	-0.0065
O	1.0727	0.966	8.3154	0.0042	-0.0013	-0.0032
O	3.2411	10.6034	8.1871	0.0167	0.0007	0.0019
O	5.8085	7.9181	8.3982	0.0052	0.0046	-0.0021
O	3.8	4.2151	8.2367	0.0013	0.0032	0.0135
O	7.8216	3.8706	8.175	-0.0189	0.0189	0.0615
O	0.1395	4.2729	8.4171	0.0001	-0.0038	-0.0055
O	11.0526	10.9358	8.435	-0.001	0.0068	0.009
O	7.9669	11.086	8.554	0.0086	-0.0045	-0.0198
O	2.3784	7.5169	8.1227	0.001	0.0001	0.0076
O	11.3982	0.2154	21.2614	-0.0031	0.0009	-0.0001
O	9.7399	3.6352	21.3716	-0.0006	0.0018	-0.0041
O	4.1251	7.5446	21.5983	0.0005	0.0002	0.0007
O	6.0135	4.1592	21.3973	-0.0002	0	0.0026
O	5.7349	9.7533	21.6637	0.0006	0.0003	0.0002
O	2.1492	3.3864	21.2142	-0.0021	0.0016	0.0033
O	7.3243	13.4475	21.5155	0.0003	0.0023	0.0033
O	4.0005	0.1573	21.3864	0.0022	0.0012	-0.0006
O	7.6539	7.0216	21.6531	0.0005	-0.0024	-0.0007
O	2.1218	10.1815	21.6204	-0.0002	-0.0015	0.0017
O	11.539	6.9643	21.4222	-0.0014	0.0009	0.0015
O	10.151	9.6477	21.6558	0.0007	0.0014	-0.0012
Si	11.6486	6.4644	11.3332	0.0065	-0.0045	-0.0052
Si	1.5483	10.3425	16.3312	0.0015	0.0007	0.0022
Si	0.2731	3.6805	9.941	0.0025	0.0063	-0.0017
Si	8.0613	12.8589	20.196	0.0023	-0.0009	0.0021
Si	2.887	10.4502	9.7582	-0.0034	0.0051	-0.0146
Si	2.5548	10.3962	20.0757	-0.0006	0	0.0014
Si	10.3404	3.697	19.8554	-0.0007	-0.0002	0.0038
Si	0.2677	12.8064	17.1674	0.0005	0.0004	0.0008
Si	10.7903	0.6969	19.8134	0.0012	-0.0009	0.0027
Si	3.1958	7.7637	16.2701	-0.0001	-0.0008	0.0025
Si	0.3211	6.4764	19.9211	0.0005	0	0.0014
Si	9.4521	2.6152	14.4504	-0.0026	-0.0012	0.0001
Si	2.9718	2.5133	11.1316	-0.0014	0.0043	0.0019
Si	5.1281	12.0243	15.3518	0.0017	0.0029	-0.0027
Si	4.9215	8.6787	20.7185	-0.0003	0.0002	0.0005
Si	3.5745	-0.5163	11.4832	-0.017	0.0013	0.0015
Si	5.608	8.9258	14.8219	-0.0026	0.0019	0.0046
Si	-0.1598	11.3181	9.9879	0.0095	-0.0075	-0.0109
Si	9.4283	10.0233	20.2467	0.0012	0.0021	0.0016
Si	3.4475	0.0515	19.8552	-0.0009	0.001	0.0039
Si	7.4695	4.4864	9.6254	0.0446	0.0324	-0.0063
Si	2.2727	12.3275	14.2325	-0.0026	0.0013	0.0056
P	6.0552	0.5928	10.8366	-0.0087	0.0302	-0.0285
Si	2.7965	2.9028	19.775	-0.0003	-0.0004	0.0029
Si	5.7771	4.4784	13.7558	-0.0003	-0.0023	-0.0003
Si	7.4825	0.2705	15.6453	-0.002	0.0022	-0.0022
Si	9.6322	11.4088	15.2295	0.0013	-0.0033	0.0023
Si	2.0502	6.5488	13.5835	0.0016	-0.0026	0.0025
Si	2.8992	3.5249	14.0971	0.004	0.002	0.0025
Si	11.6699	9.1583	18.4573	0.0014	0.0012	0.0059
Si	11.2591	0.8946	9.1831	0.002	-0.0027	0.002
Si	9.126	7.1772	9.8693	-0.0097	-0.0331	-0.0182
Si	8.7008	8.6249	14.6058	0.0048	-0.0044	-0.0001
Si	4.836	7.1495	12.3871	0.0016	-0.0097	-0.004
Si	2.9769	5.629	18.7724	-0.0005	0.0014	0.0022
Si	2.5922	7.4005	9.7127	-0.0002	-0.0022	-0.008
Si	6.3007	8.4233	9.8737	-0.0062	0.0036	-0.0013
Si	4.3595	4.7173	9.6674	-0.0062	-0.0058	-0.0008
Si	9.3817	10.5603	12.3038	0.0024	-0.0033	0.0001
Si	5.9371	13.0402	17.9875	-0.0011	0.0007	0.0034
Si	7.9842	4.9656	18.421	0.0019	-0.0022	0.0011
Si	8.3436	5.5	15.2963	0.0006	-0.0001	-0.0015
Si	7.2292	11.1974	10.0245	0.0042	-0.0313	0.0122
Si	5.3882	4.2018	19.8856	-0.0009	-0.0002	0.0013
Si	0.8332	1.5234	15.1852	0.0022	-0.0001	-0.0002
Si	7.5241	7.5464	20.1333	-0.0034	0.0025	0.0014
Si	7.6773	2.5425	12.1102	0.0008	0.0004	0.0024
O	3.5162	6.0748	10.0446	0.0014	0.002	0.0026
O	2.0218	2.6617	15.1832	-0.001	-0.0007	0.0008
O	-0.2975	12.9562	10.1408	0.0002	0.0014	-0.0003
O	8.3228	8.9206	19.8624	0.0009	0.0029	-0.0037
O	2.4132	1.3151	19.5367	-0.0005	0.0001	-0.0018
O	8.1523	5.4559	16.8956	-0.0001	-0.0002	0.0032
O	2.7275	11.9854	19.7268	0.0006	0.0001	-0.0028
O	7.181	8.8149	15.1563	-0.004	0.0006	0.0021
O	1.2477	0.2055	14.3013	-0.0012	0.0004	-0.0009
O	4.4607	3.8489	14.5325	-0.0026	0.0011	0.0007
O	4.2543	3.4455	10.7041	0.0033	0.0047	-0.003
O	11.0023	2.158	14.694	-0.0001	0.0008	-0.0006
O	11.4368	4.86	10.9957	-0.0006	0.001	0.0027
O	10.8584	12.0772	16.0868	-0.0005	-0.0002	-0.0005
O	8.9774	6.9808	14.817	0.0016	0.0001	-0.0013
O	1.7956	3.2592	10.3071	0.0009	0.0038	-0.0005
O	8.5056	5.6863	9.929	-0.0325	-0.0187	-0.0576
O	11.1304	2.2871	19.5471	0.0007	0.0002	-0.0022
O	5.4772	7.5707	10.9647	0.0023	0.0024	-0.0013
O	11.386	7.582	18.8222	0.0001	-0.0012	-0.0018
O	7.913	8.2353	10.107	0.0163	-0.017	0.0011
O	10.2385	7.2447	11.0632	-0.0152	-0.0028	-0.011
O	9.2763	4.1924	14.9074	0.001	0.0011	-0.0003
O	8.8209	11.483	20.5624	-0.0002	-0.0001	-0.0014
O	10.6074	10.5724	11.1978	0.0011	-0.0017	0.0004
O	8.3782	12.3007	15.7782	0.0002	0	0.0004
O	4.441	2.8768	19.8138	0.0007	0.0011	-0.0014
O	4.6528	0.2311	18.776	0.0012	0.001	-0.003
O	10.4424	10.0867	18.9828	-0.0001	0.0001	-0.001
O	6.805	0.718	17.085	0.0004	0.0004	0.0001
O	0.5803	6.7357	12.8694	-0.003	0.0008	-0.0023
O	1.1277	7.1312	10.334	-0.0003	0.0014	0.0034
O	3.1994	7.1303	12.5622	-0.0035	0.0017	-0.0025
O	3.9269	9.5582	19.778	0.0013	0	-0.0011
O	6.8333	5.2662	14.7105	-0.0009	0.0015	0.0015
O	0.655	0.9281	16.6931	-0.0002	-0.0001	0.0001
O	1.5449	11.7628	17.1851	0.0001	-0.0001	-0.0009
O	5.4047	8.3125	13.345	0.0025	0.0058	-0.0002
O	2.6591	12.2421	12.6599	0.0009	0.001	-0.0033
O	6.5257	3.2235	13.0461	0.0005	-0.0032	-0.003
O	2.7869	9.3134	16.6543	-0.0009	0.0004	-0.0022
O	5.9757	7.8924	19.7548	-0.0001	0.0012	-0.0009
O	1.9414	6.3963	19.7691	0	0.0004	-0.0014
O	1.4118	9.6855	19.19	0.0003	-0.0002	-0.0016
O	9.4996	9.7805	15.4978	0.0028	0.0041	0.0012
O	3.1664	8.8807	10.1954	-0.0031	0.0027	0.0028
O	8.9955	9.1063	13.0363	0.0013	0.0015	-0.0058
O	2.2183	7.3204	15.0173	0.0008	0.002	0.0001
O	9.134	3.8722	18.7815	-0.0006	0.001	-0.0024
O	4.7666	7.9576	15.8481	-0.0008	0	-0.0004
O	7.3151	0.9586	11.828	0.0132	0.0056	0.0199
O	8.1447	6.3461	19.2543	0.0027	-0.0035	-0.0044
O	5.9495	5.0651	9.6132	0.0366	0.0004	-0.0043
O	6.9737	-0.9511	19.0786	0.0014	-0.0007	-0.0016
O	11.0546	2.264	10.0757	-0.0011	-0.0064	0.0054
O	9.1267	2.5688	12.8486	0.0015	-0.0005	-0.0007
O	9.7427	11.5661	13.5759	0.0022	-0.0015	0.0003
O	6.5658	4.2268	18.7621	-0.001	-0.0003	-0.0022
O	6.067	10.0365	10.0405	-0.0028	-0.0068	0.0018
O	1.3533	10.7781	10.1646	0.0055	0.0017	-0.0095
O	5.1886	10.5048	14.7543	-0.0004	-0.0016	-0.0019
O	1.6231	10.8858	14.7598	-0.0001	0.0001	-0.003
O	11.3394	13.0493	18.6839	-0.0007	0.0011	-0.0003
O	5.4028	11.8824	16.9642	0.0008	-0.0003	0.0004
O	8.1194	11.0556	11.3866	-0.0019	0.0038	0.0024
O	11.309	4.9931	19.6543	0.0007	0.0007	-0.0016
O	8.3801	1.5536	15.1491	0.0003	0.0005	-0.0008
O	2.431	4.0504	18.6195	-0.0002	0.0001	-0.0011
O	3.7495	11.6531	10.435	-0.001	-0.0152	-0.0133
O	9.1558	0.5821	19.7426	-0.0001	-0.0001	-0.0019
O	2.8374	2.6206	12.7465	-0.0005	0	-0.0053
O	3.6334	12.6257	15.0871	-0.0015	0.0009	0.0002
O	7.7445	3.3234	10.7042	0.0026	0.0349	-0.0227
O	5.1083	-0.1605	11.9733	-0.0161	-0.0033	0.0294
O	4.4205	5.4889	19.5353	0.0009	-0.0008	-0.0027
O	6.2034	13.1251	14.7398	0.0017	0.0005	0.0031
O	3.0913	6.57	17.413	0.0005	-0.0005	-0.0009
O	2.9877	0.8914	10.8282	-0.0035	-0.004	-0.0012
O	0.2659	9.4299	16.846	-0.0002	0.0009	-0.0027
O	5.3097	5.613	12.6797	-0.0015	0.0025	-0.0006
O	2.1779	4.9529	13.8477	-0.0004	-0.0022	-0.0002
O	6.618	12.7114	10.0202	0.0084	-0.0036	-0.0202

Results
free energy: -166114.777 eV
free energy less fixed offsets of O -568.88, P -755.39, Si -635.61 eV per atom: 4.053 eV

The program warned: the cutoff lies below the one the program advises for these potential files; the forces do not sum to zero within the program's tolerance; the exchange-correlation potential is rough where the density is thin.
